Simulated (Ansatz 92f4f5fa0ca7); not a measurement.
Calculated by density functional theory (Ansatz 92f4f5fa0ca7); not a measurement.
Periodic cell of 208 atoms, Si128O80, from a study of silicon, its oxide and their interface. The atomic structure is a simulated model.
Doubt: the cutoff is far below the 930 eV that the study's wrapper takes by default for these files, so forces and energies are approximate.
This geometry differs little from another in the collection (a relaxation step or a small displacement).

Settings: functional PBE; potential files Ansatz PAW; basis plane waves; wave-function cutoff 580 eV; density cutoff ratio 5; exchange-correlation grid ratio 1; k mesh 1 x 1 x 1, Gamma-centred; self-consistency stop 5e-08 eV per atom in the density residual; occupations fixed; spin none; net charge 0.

Cell vectors (angstrom)
a  10.938  0  0
b  0  10.938  0
c  4.1972  -4.5648  31.0617

Atoms: element, x, y, z (angstrom)
Si  5.332  -5.6285  23.6976
Si  8.0123  -2.9412  23.7575
Si  5.7838  -0.7349  23.6342
Si  8.6219  -8.9684  23.6242
Si  0.2975  -6.2455  23.5222
Si  3.036  -3.4724  23.5401
Si  10.8316  -0.306  23.4804
Si  2.5687  -8.4786  23.474
Si  6.8824  -4.5243  25.0486
Si  9.686  -1.8075  24.9235
Si  6.9499  -10.0564  24.9009
Si  9.7058  -7.3522  24.9347
Si  1.4448  -4.6247  24.8503
Si  4.1659  -1.8739  24.9009
Si  12.3929  0.8789  24.8327
Si  4.1588  -7.3243  24.8414
Si  5.5219  -3.1647  26.3544
Si  8.3133  -0.4577  26.3063
Si  5.5623  -8.6632  26.2364
Si  8.3148  -5.9528  26.2723
Si  11.0511  -3.2217  26.246
Si  13.7593  -0.4616  26.2428
Si  11.0671  2.2346  26.2939
Si  2.8265  -5.9511  26.2662
Si  4.1972  -4.5648  27.6434
Si  6.9317  -1.8303  27.6434
Si  4.1972  -10.0338  27.6434
Si  6.9317  -7.2993  27.6434
Si  9.6662  -4.5648  27.6434
Si  12.4007  -1.8303  27.6434
Si  9.6662  0.9042  27.6434
Si  12.4007  -7.2993  27.6434
Si  1.3673  -1.3673  3.418
Si  4.1018  1.3673  3.418
Si  1.3673  4.1018  3.418
Si  4.1018  -4.1018  3.418
Si  6.8362  -1.3673  3.418
Si  -1.3673  1.3673  3.418
Si  6.8362  4.1018  3.418
Si  -1.3673  -4.1018  3.418
Si  2.6556  0.0698  4.7259
Si  5.5419  2.6594  4.7922
Si  2.7341  5.463  4.8503
Si  5.4627  -2.7274  4.8039
Si  -2.7038  -0.0638  4.861
Si  -0.0101  2.7982  4.7181
Si  8.1132  5.5574  4.6745
Si  0.0434  -2.7801  4.8334
Si  1.4386  1.5916  6.0978
Si  4.2244  4.1133  6.1096
Si  1.3508  -4.1581  6.3331
Si  4.0086  -1.3156  6.0151
Si  -4.0592  1.2796  6.2753
Si  -1.4205  4.2244  5.917
Si  6.846  -4.0919  6.1925
Si  -1.3979  -1.5225  6.2571
Si  -0.0142  -0.4709  7.8412
Si  3.1083  2.5857  7.4369
Si  -0.5896  -5.1005  7.4116
Si  2.5239  -2.4227  7.4818
Si  5.1409  0.1276  7.4932
Si  -2.8219  3.0079  7.3293
Si  5.8037  5.1792  7.4692
Si  -2.3037  -3.3108  7.5116
Si  5.5645  -5.932  29.0107
Si  8.299  -3.1975  29.0107
Si  5.5645  -11.401  29.0107
Si  8.299  -8.6665  29.0107
Si  11.0335  -5.932  29.0107
Si  13.768  -3.1975  29.0107
Si  11.0335  -0.463  29.0107
Si  2.83  2.2715  29.0107
Si  6.9317  -4.5648  30.3779
Si  9.6662  -1.8303  30.3779
Si  6.9317  -10.0338  30.3779
Si  9.6662  -7.2993  30.3779
Si  12.4007  -4.5648  30.3779
Si  4.1972  -1.8303  30.3779
Si  1.4627  0.9042  30.3779
Si  4.1972  -7.2993  30.3779
Si  1.3673  1.3673  0.6835
Si  4.1018  4.1018  0.6835
Si  1.3673  -4.1018  0.6835
Si  4.1018  -1.3673  0.6835
Si  6.8362  1.3673  0.6835
Si  -1.3673  4.1018  0.6835
Si  6.8362  -4.1018  0.6835
Si  9.5708  -1.3673  0.6835
Si  0  0  2.0507
Si  2.7345  2.7345  2.0507
Si  0  -5.469  2.0507
Si  2.7345  -2.7345  2.0507
Si  5.469  0  2.0507
Si  8.2035  2.7345  2.0507
Si  5.469  5.469  2.0507
Si  8.2035  -2.7345  2.0507
Si  8.2671  -5.0346  16.6621
Si  -1.0284  3.6615  9.5917
Si  2.2952  -2.8332  18.5527
Si  4.5459  -9.7721  21.456
Si  -0.3104  -0.886  10.7875
Si  11.014  -3.6659  16.5515
Si  1.8911  2.8014  10.2212
Si  7.6237  0.5393  16.9892
Si  -2.2865  -2.9218  10.6239
Si  5.2424  -4.7069  10.4085
Si  9.7309  -4.3953  21.4651
Si  4.4705  -5.6496  14.8513
Si  7.4289  -5.4321  19.5962
Si  4.2172  -7.2087  17.4378
Si  3.9941  -1.1711  16.4175
Si  1.7477  -8.0326  15.9267
Si  -2.7341  3.7438  14.3229
Si  8.0112  5.1528  11.5346
Si  5.1602  -9.9864  18.439
Si  6.4703  1.2376  14.1527
Si  5.9146  -3.4832  16.0396
Si  9.9452  -9.1616  15.8444
Si  9.4598  -1.1547  15.5543
Si  3.3697  0.7305  14.1906
Si  1.6646  -5.2756  14.5788
Si  12.0621  -2.2461  21.2712
Si  6.7881  -7.4806  21.6286
Si  4.5528  -1.872  9.7352
Si  4.7528  -4.5848  18.8198
Si  2.5538  -0.047  11.2863
Si  -2.5122  -0.8558  12.7336
Si  3.1216  4.9334  12.2196
O  -2.6114  4.7429  13.0638
O  4.1224  1.3621  7.9534
O  12.3792  -7.3416  22.9931
O  -3.9625  4.083  7.9069
O  2.3509  -2.8459  22.1767
O  3.4302  -2.6784  8.8395
O  5.3455  -1.9646  15.906
O  3.1355  -9.2218  22.0905
O  -0.4753  -5.8917  8.8854
O  11.4413  -0.9466  22.0664
O  -0.5886  -0.1533  9.3482
O  10.4646  -5.6795  22.1697
O  0.4114  0.9816  7.2491
O  8.8147  -4.8067  20.1827
O  12.0528  -3.7107  17.8171
O  3.2657  -0.638  15.0698
O  5.4684  -0.8488  8.8085
O  4.8989  1.121  13.8063
O  4.203  -4.5678  23.0704
O  2.4473  3.3202  8.7707
O  11.3453  -8.72  16.5253
O  8.6851  -3.6933  22.4764
O  2.6027  0.4804  12.8042
O  4.2088  4.5514  13.4087
O  -1.442  2.7824  14.6297
O  6.9186  2.7944  14.0018
O  -2.0814  -1.6617  14.1105
O  5.596  -8.5535  21.5601
O  8.1058  -2.9684  9.0738
O  2.6502  -7.5911  17.2047
O  8.0904  -8.1918  22.2785
O  5.1382  -5.2196  8.8665
O  -1.2058  -0.1864  11.9787
O  4.4582  0.7167  19.8921
O  6.65  -10.1265  15.7098
O  10.1648  0.2845  15.2151
O  5.0993  -8.44  17.9871
O  3.8295  -5.009  11.1569
O  11.5611  -4.1671  15.0956
O  2.5937  3.6052  11.453
O  7.6007  -5.6246  18.0065
O  -1.7682  2.6258  8.5504
O  3.4568  -3.7217  19.3043
O  4.2628  -6.1201  18.6396
O  -2.2212  3.9973  10.6434
O  6.2724  -6.1866  22.468
O  5.1787  -4.0529  17.3574
O  4.878  -6.7281  16.0104
O  6.4281  5.4036  11.1856
O  2.3336  1.2415  10.3192
O  6.0597  -4.5179  19.8221
O  6.9191  -1.8411  23.1409
O  8.0256  -6.2196  15.5976
O  3.8589  -0.9352  10.884
O  1.246  -0.9852  11.1789
O  7.2051  -6.9402  20.1643
O  8.3291  -0.9062  16.7199
O  0.2628  2.9632  10.3098
O  1.6781  -1.8929  19.7602
O  2.6323  -9.0032  14.9797
O  10.889  -3.3502  21.0241
O  10.527  -2.152  16.2421
O  12.1701  -6.7752  15.0309
O  5.5571  -4.4367  14.7454
O  9.7013  0.8393  23.0511
O  -0.7343  -2.4441  10.6047
O  3.0807  -4.9179  15.3107
O  7.5306  -3.6302  16.2146
O  6.7465  0.5129  18.3678
O  7.8091  -1.9132  11.6269
O  5.4425  -3.0704  10.4223
O  7.3357  0.2906  13.1327
O  8.7881  -9.2382  17.0121
O  -2.1864  -4.3829  11.2793
O  1.3288  -12.3412  7.9884
O  9.817  -4.6864  16.9526
O  2.956  -2.0381  17.3023
O  1.8593  -5.2423  12.9512
O  4.3436  0.0959  17.3487
O  5.0696  -0.1364  22.2773

Results
free energy: -126871.079 eV
free energy less fixed offsets of O -568.88, Si -635.61 eV per atom: -2.599 eV

Forces (eV/angstrom), in the order of the atoms: element, x, y, z
Si  -0.0794  0.1018  -0.101
Si  -0.1026  0.0853  -0.2575
Si  0.0533  -0.0946  0.0205
Si  0.1189  -0.1001  -0.0474
Si  0.0808  -0.0925  -0.0613
Si  0.0757  -0.0368  0.0229
Si  -0.0903  0.1321  -0.0975
Si  -0.1728  0.0958  -0.1325
Si  -0.047  0.02  0.0392
Si  -0.0286  0.0385  0.0597
Si  0.0318  -0.0563  0.0096
Si  0.0557  -0.0535  0.0142
Si  0.0533  -0.0448  -0.0029
Si  0.0405  -0.0483  0.0222
Si  -0.0466  0.0211  0.0501
Si  0.0005  0.0397  0.0424
Si  -0.008  0.0307  -0.042
Si  -0.0192  -0.0095  -0.0426
Si  -0.013  -0.0017  -0.0048
Si  -0.029  0.0342  0.0118
Si  -0.0254  0.029  -0.0087
Si  0.0127  -0.0035  -0.0345
Si  0.0198  0.0036  -0.0125
Si  -0.0169  -0.0055  -0.0047
Si  -0.2719  -0.1822  0.2621
Si  0.0491  0.1971  0.3458
Si  -0.0009  -0.0125  -0.2882
Si  -0.0309  -0.0642  -0.1479
Si  0.0705  -0.0489  -0.1328
Si  0.0312  -0.0379  -0.2331
Si  0.0816  0.0524  0.271
Si  0.0971  -0.0913  0.1152
Si  -0.2946  -0.1677  -0.1092
Si  0.0927  0.1569  -0.2048
Si  0.3611  0.3983  -0.2745
Si  -0.0996  -0.0824  0.3409
Si  0.101  -0.0245  0.2279
Si  -0.0933  -0.3023  0.2907
Si  -0.2391  -0.2696  -0.4223
Si  0.2012  0.3871  -0.2723
Si  0.0046  -0.0182  0.0406
Si  -0.0051  0.041  0.0255
Si  -0.0423  0.0629  0.0135
Si  -0.0102  0.0133  0.0216
Si  0.0018  0.0197  0.0386
Si  0.0014  0.0169  0.0498
Si  -0.0262  -0.0421  0.0258
Si  0.0139  0.0244  0.0303
Si  0.046  -0.0044  0.0464
Si  0.0933  -0.0305  -0.0009
Si  -0.0031  -0.023  0.0193
Si  -0.0572  0.0597  0.0653
Si  -0.0204  -0.0323  0.0547
Si  -0.0221  0.0019  0.0032
Si  0.0439  0.0494  -0.0053
Si  -0.0035  -0.0242  0.0098
Si  0.0162  -0.0188  0.0043
Si  -0.0356  -0.0946  0.0838
Si  0.0065  0.0077  0.0723
Si  -0.0139  0.0461  -0.116
Si  -0.0539  -0.0017  -0.0961
Si  -0.0402  0.1369  0.0045
Si  0.0787  -0.0623  0.0032
Si  -0.0242  -0.0172  0.0135
Si  -0.0454  0.0129  -0.0261
Si  -0.0399  0.0132  -0.025
Si  0.0939  0.0254  0.0051
Si  0.0078  -0.0372  -0.0061
Si  0.0067  -0.0065  -0.0131
Si  -0.036  -0.0736  0.0005
Si  -0.0763  -0.0213  -0.0175
Si  0  0.0691  -0.0049
Si  0.0176  -0.0127  -0.0183
Si  0.0262  0.0002  -0.0034
Si  -0.0272  0.0003  -0.0084
Si  -0.0415  0.021  -0.0226
Si  0.0023  0.0255  -0.0186
Si  -0.0033  0.0123  -0.0387
Si  0.0084  -0.0422  -0.0161
Si  0.0539  -0.0277  0.0087
Si  0.0245  -0.004  0.0435
Si  -0.0621  0.0411  -0.0355
Si  -0.0096  0.0033  0.019
Si  0.0292  -0.0263  0.0131
Si  -0.0132  -0.0149  0.0227
Si  0.058  -0.0462  0.0167
Si  0.0196  0.0074  0.0441
Si  -0.0845  0.0697  -0.0271
Si  -0.0624  -0.1255  -0.0233
Si  0.1634  0.1242  -0.0169
Si  0.0642  0.0466  -0.0162
Si  0.0032  0.0632  0.0188
Si  -0.0577  0.0173  0.026
Si  -0.0651  0.0275  0.0101
Si  -0.1456  -0.2254  -0.0286
Si  0.1606  0.0953  -0.0229
Si  -0.0046  -0.0219  0.0304
Si  -0.0166  0.0563  0.0656
Si  0.019  -0.0093  -0.0167
Si  0.0187  0.0286  -0.016
Si  -0.006  -0.0531  0.0634
Si  0.0075  -0.0043  0.0032
Si  -0.0234  -0.0149  0.0844
Si  -0.023  0.0066  -0.0104
Si  0.0447  -0.0037  0.0384
Si  0.0105  -0.022  0.0894
Si  -0.0845  0.0085  0.019
Si  0.0073  -0.0055  0.0011
Si  -0.0127  0.0115  -0.0565
Si  0.0214  0.0291  -0.0038
Si  -0.0168  0.0023  -0.006
Si  0.0269  0.0038  -0.0096
Si  0.0012  0.0207  -0.0074
Si  0.024  0.0146  0.016
Si  -0.0066  0.014  -0.0299
Si  0.0159  -0.0194  0.0029
Si  -0.0104  -0.0185  0.0112
Si  -0.0232  0.0001  -0.0234
Si  -0.0053  -0.0155  -0.0329
Si  -0.0077  -0.0203  -0.0206
Si  0.0039  0.0212  -0.0394
Si  -0.0117  -0.0071  -0.0428
Si  0.0173  0.0104  -0.0581
Si  -0.0044  0.0111  0.0684
Si  0.0286  0.0051  -0.0113
Si  -0.0412  0.0025  0.048
Si  0.0207  -0.0048  -0.0139
Si  -0.0114  0.0126  0.0274
O  0.0063  -0.0071  0.0024
O  0.0226  0.0236  -0.0422
O  0.0566  -0.0407  0.0881
O  -0.0194  -0.0575  -0.0331
O  -0.0205  0.011  0.0068
O  0.0288  0.0115  0.0322
O  0.0085  -0.0029  -0.0026
O  0.0489  -0.0141  0.0634
O  -0.0253  -0.0009  -0.0715
O  0.0144  -0.0148  0.0529
O  0.016  0.0116  -0.0164
O  -0.0441  0.0559  0.0048
O  0.0008  -0.0102  -0.0415
O  0.028  0.0088  0.0892
O  -0.0163  0.0013  -0.0064
O  0.006  -0.0007  0.0072
O  -0.0082  -0.0095  0.0085
O  -0.0027  0.0059  -0.0027
O  0.057  -0.0499  0.0715
O  0.0248  -0.0027  -0.0884
O  0.0024  0.0037  0.011
O  0.0308  0.0088  0.0942
O  0.0062  0.011  0.0081
O  0.0063  -0.0011  0.009
O  0.0161  -0.0108  0.0054
O  -0.004  0.0001  0.002
O  0.0015  -0.0042  0.0262
O  -0.0105  -0.0341  0.0302
O  0.0195  -0.0236  -0.0335
O  -0.0224  -0.0086  0.0099
O  -0.0462  0.0248  0.0345
O  0.0098  -0.0179  -0.0255
O  -0.0057  0.0114  -0.029
O  -0.0064  0.0135  0.016
O  0.0058  0.0041  0.0094
O  0.0139  0.0136  0.0041
O  -0.0009  -0.0139  0.0208
O  0.0086  0.014  -0.0494
O  0.0044  -0.0022  0.0059
O  0.0126  0.0035  -0.0177
O  0.0008  0.0018  0.0178
O  -0.0168  -0.0021  -0.01
O  -0.0169  0.0114  0.0129
O  -0.0005  -0.0148  -0.0084
O  0.0202  -0.0141  -0.0374
O  -0.0242  -0.0215  0.0494
O  0.0095  0.0029  -0.0118
O  -0.0147  0.0075  0.0125
O  -0.0248  0.0031  -0.0467
O  0.0071  -0.0244  -0.0368
O  -0.0013  -0.015  0.0123
O  0.0903  -0.0873  0.1126
O  0  -0.0055  -0.0023
O  0.0144  -0.0202  -0.0614
O  0.0078  0.0132  -0.0445
O  -0.0157  -0.0217  0.0619
O  -0.0008  0.0076  0.0137
O  0.0034  -0.009  -0.0448
O  -0.0029  -0.0009  0.0313
O  -0.0117  0.01  0.0052
O  0.0076  0.0081  0.0413
O  0.0006  -0.0029  0.0056
O  -0.0054  -0.011  0.009
O  -0.0067  0.0076  0.0056
O  0.013  -0.0345  0.0807
O  -0.0105  0.0297  -0.0416
O  -0.0132  -0.0013  0.0117
O  -0.0196  0.0168  -0.0143
O  -0.0037  0.0089  0.0012
O  -0.008  0.0129  -0.0142
O  0.0109  -0.0006  -0.0557
O  -0.0077  0.004  -0.0057
O  0.0039  -0.0073  0.0101
O  -0.01  0.0186  -0.0244
O  -0.0026  0.0056  -0.0001
O  0.0168  0.0082  0.0006
O  -0.0035  -0.0007  0.0137
O  0.0018  -0.0081  0.0145
O  0.0123  0.0067  0.0269
O  -0.0207  0.0473  0.0126

The program warned: the cutoff lies below the one the program advises for these potential files; the forces do not sum to zero within the program's tolerance; the exchange-correlation potential is rough where the density is thin.
